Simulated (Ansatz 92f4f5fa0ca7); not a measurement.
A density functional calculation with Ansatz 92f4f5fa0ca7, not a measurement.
Periodic cell of 272 atoms, Si165O105P2, from a study of silicon, its oxide and their interface. The atomic structure is a simulated model.

Settings
functional: PBE
potential files: Ansatz PAW
basis: plane waves
wave-function cutoff: 700 eV
density cutoff ratio: 5
exchange-correlation grid ratio: 1
k mesh: 2 x 2 x 1, shifted by 0.5 0.5 0.5 of a step
self-consistency stop: 5e-08 eV per atom in the density residual
occupations: fixed
spin: none
net charge: 0

Cell vectors (angstrom)
a, 11.6015, 0, 0
b, 0, 13.3963, 0
c, 0, 0, 29.8085

Atoms: element, x, y, z (angstrom)
Si, 11.5361, 0.1876, 22.937
Si, 3.9048, 0.1588, 23.0485
Si, 7.6537, 0.1227, 23.1557
Si, 2.0674, 3.4587, 22.8948
Si, 5.9016, 3.6827, 23.0146
Si, 9.7504, 3.5363, 23.0357
Si, 11.6557, 6.859, 23.0823
Si, 3.9469, 7.0366, 23.186
Si, 7.7716, 6.8992, 23.2926
Si, 2.0306, 10.2428, 23.269
Si, 5.8503, 10.0981, 23.2987
Si, 9.8394, 10.0885, 23.245
Si, 11.6912, 2.3949, 23.7658
Si, 3.9935, 2.4075, 23.7679
Si, 7.7848, 2.4121, 23.7871
Si, 2.0245, 5.708, 23.7083
Si, 5.8158, 5.803, 24.0007
Si, 9.7279, 5.7292, 23.9007
Si, 11.7491, 9.0262, 24.0347
Si, 3.9013, 9.1342, 24.1843
Si, 7.842, 9.0994, 24.0452
Si, 1.903, 12.5122, 23.8192
Si, 5.7651, 12.3726, 23.9349
Si, 9.668, 12.398, 23.7992
Si, 11.6382, 2.3007, 26.1783
Si, 3.9099, 2.3088, 26.1787
Si, 7.7541, 2.3115, 26.1919
Si, 1.9704, 5.6213, 26.1475
Si, 5.8048, 5.6554, 26.3311
Si, 9.7001, 5.6357, 26.2645
Si, 11.6617, 8.976, 26.3569
Si, 3.8815, 9.0104, 26.4684
Si, 7.7864, 9.0091, 26.3657
Si, 1.9177, 12.3866, 26.2152
Si, 5.7916, 12.3296, 26.2906
Si, 9.6778, 12.3463, 26.199
Si, 1.9635, 1.1986, 27.0213
Si, 5.8227, 1.1826, 27.024
Si, 9.6898, 1.1811, 27.0041
Si, 11.6407, 4.5139, 27.0177
Si, 3.8708, 4.5089, 27.0412
Si, 7.7524, 4.5182, 27.0474
Si, 1.9609, 7.8108, 27.0805
Si, 5.8415, 7.8791, 27.0952
Si, 9.7102, 7.8528, 27.076
Si, 11.6079, 11.2377, 27.042
Si, 3.8403, 11.2655, 27.0795
Si, 7.7545, 11.2448, 27.0645
Si, 1.9336, 1.1164, 29.4135
Si, 5.8008, 1.1164, 29.4135
Si, 9.6679, 1.1164, 29.4135
Si, 0, 4.4654, 29.4135
Si, 3.8672, 4.4654, 29.4135
Si, 7.7343, 4.4654, 29.4135
Si, 1.9336, 7.8145, 29.4135
Si, 5.8008, 7.8145, 29.4135
Si, 9.6679, 7.8145, 29.4135
Si, 0, 11.1635, 29.4135
Si, 3.8672, 11.1635, 29.4135
Si, 7.7343, 11.1635, 29.4135
Si, 0, 0, 0.3944
Si, 3.8672, 0, 0.3944
Si, 7.7343, 0, 0.3944
Si, 1.9336, 3.3491, 0.3944
Si, 5.8008, 3.3491, 0.3944
Si, 9.6679, 3.3491, 0.3944
Si, 0, 6.6981, 0.3944
Si, 3.8672, 6.6981, 0.3944
Si, 7.7343, 6.6981, 0.3944
Si, 1.9336, 10.0472, 0.3944
Si, 5.8008, 10.0472, 0.3944
Si, 9.6679, 10.0472, 0.3944
Si, 11.551, -0.0492, 2.7479
Si, 3.8332, -0.0721, 2.785
Si, 7.67, -0.0933, 2.7478
Si, 1.9214, 3.2787, 2.732
Si, 5.7535, 3.2865, 2.7826
Si, 9.6146, 3.3098, 2.7456
Si, 11.5848, 6.6404, 2.7573
Si, 3.8676, 6.6224, 2.7402
Si, 7.738, 6.6574, 2.7799
Si, 1.9164, 9.9962, 2.761
Si, 5.8229, 10.0168, 2.7578
Si, 9.6717, 9.9748, 2.7572
Si, 11.5587, 2.2047, 3.4431
Si, 3.8113, 2.1354, 3.5975
Si, 7.6906, 2.1222, 3.4968
Si, 1.9147, 5.499, 3.4888
Si, 5.8045, 5.5335, 3.5656
Si, 9.6633, 5.5208, 3.5843
Si, 11.5998, 8.862, 3.5798
Si, 3.8905, 8.8678, 3.4342
Si, 7.7422, 8.8872, 3.5955
Si, 1.8628, 12.2266, 3.5627
Si, 5.7518, 12.2, 3.6591
Si, 9.6147, 12.2003, 3.5082
Si, 11.5012, 2.1815, 5.7638
Si, 3.8088, 2.0078, 5.9849
Si, 7.5812, 1.9673, 5.8359
Si, 1.9204, 5.4004, 5.8295
Si, 5.802, 5.5032, 5.9422
Si, 9.6401, 5.4179, 5.9675
Si, 11.613, 8.7656, 5.9674
Si, 3.9219, 8.8306, 5.7535
Si, 7.7687, 8.8763, 5.9955
Si, 1.7594, 12.1504, 5.9461
Si, 5.7083, 12.2243, 6.0951
Si, 9.5794, 12.126, 5.8621
Si, 1.6733, 0.9795, 6.7271
P, 5.7182, 1.0055, 6.8555
Si, 9.6322, 0.9556, 6.5819
Si, 11.6104, 4.3272, 6.7505
Si, 3.8727, 4.2887, 6.5887
Si, 7.6867, 4.1916, 6.5572
Si, 2.0429, 7.6417, 6.5211
Si, 5.8276, 7.7723, 6.7306
Si, 9.6816, 7.6491, 6.764
Si, 11.4169, 10.9746, 6.7915
Si, 3.6836, 10.9987, 6.6391
Si, 7.706, 11.1009, 6.8853
O, 9.8423, 7.6057, 8.4297
O, 9.9302, 0.8383, 8.2256
O, 1.0747, 0.9593, 8.3166
O, 3.2714, 10.608, 8.1934
O, 5.8154, 7.9186, 8.398
O, 3.8384, 4.2241, 8.2401
O, 7.7229, 3.7912, 8.1713
O, 0.1447, 4.2706, 8.4211
O, 11.0581, 10.934, 8.4342
O, 7.9785, 11.077, 8.5492
O, 2.3626, 7.5261, 8.1289
O, 11.3991, 0.2183, 21.262
O, 9.7421, 3.6375, 21.371
O, 4.1278, 7.5464, 21.5991
O, 6.0154, 4.1602, 21.3998
O, 5.7347, 9.7564, 21.6641
O, 2.1518, 3.3878, 21.2147
O, 7.3294, 13.4498, 21.5183
O, 4.0046, 0.1604, 21.3872
O, 7.649, 7.0192, 21.6545
O, 2.1267, 10.1832, 21.6222
O, 11.5398, 6.9668, 21.4217
O, 10.1595, 9.6519, 21.6562
Si, 11.6493, 6.4544, 11.3394
Si, 1.5553, 10.3461, 16.3329
Si, 0.285, 3.6749, 9.9424
Si, 8.066, 12.8608, 20.1991
Si, 2.9002, 10.4578, 9.7596
Si, 2.5571, 10.3987, 20.0771
Si, 10.3435, 3.6995, 19.8552
Si, 0.2733, 12.8079, 17.1695
Si, 10.7924, 0.6993, 19.8136
Si, 3.2009, 7.7684, 16.2737
Si, 0.3242, 6.4787, 19.921
Si, 9.4598, 2.6176, 14.4596
Si, 2.9836, 2.5195, 11.1302
Si, 5.1356, 12.0277, 15.3563
Si, 4.9228, 8.681, 20.7186
Si, 3.5915, -0.5096, 11.4855
Si, 5.6123, 8.9295, 14.8233
Si, -0.1522, 11.3186, 9.9847
Si, 9.4327, 10.0255, 20.2487
Si, 3.4518, 0.0538, 19.8561
Si, 7.4697, 4.4897, 9.6057
Si, 2.2834, 12.3324, 14.2363
P, 6.0716, 0.5996, 10.8158
Si, 2.7998, 2.9049, 19.7754
Si, 5.7812, 4.4809, 13.757
Si, 7.4904, 0.2719, 15.6496
Si, 9.6409, 11.4092, 15.2284
Si, 2.0476, 6.5517, 13.5912
Si, 2.9031, 3.5297, 14.1004
Si, 11.6729, 9.1605, 18.4567
Si, 11.2602, 0.8931, 9.1833
Si, 9.1404, 7.1802, 9.8406
Si, 8.7086, 8.6251, 14.6049
Si, 4.8316, 7.1529, 12.3917
Si, 2.9804, 5.6317, 18.774
Si, 2.5855, 7.4066, 9.7172
Si, 6.3025, 8.4168, 9.8776
Si, 4.3738, 4.7322, 9.6771
Si, 9.3976, 10.5567, 12.3027
Si, 5.9434, 13.0402, 17.992
Si, 7.9871, 4.9702, 18.4233
Si, 8.3489, 5.5022, 15.2996
Si, 7.2444, 11.1927, 10.0219
Si, 5.3911, 4.2042, 19.888
Si, 0.8413, 1.5245, 15.1887
Si, 7.5252, 7.5491, 20.1361
Si, 7.6894, 2.5603, 12.113
O, 3.5099, 6.0797, 10.0443
O, 2.0314, 2.6605, 15.186
O, -0.304, 12.9548, 10.1405
O, 8.3237, 8.9245, 19.8722
O, 2.4172, 1.317, 19.5368
O, 8.1511, 5.4616, 16.8979
O, 2.7313, 11.9878, 19.7287
O, 7.1868, 8.8156, 15.1498
O, 1.2546, 0.2074, 14.303
O, 4.4647, 3.8531, 14.5347
O, 4.2663, 3.455, 10.7083
O, 11.0104, 2.1608, 14.7007
O, 11.456, 4.8477, 11.0064
O, 10.8658, 12.0786, 16.0871
O, 8.9848, 6.9817, 14.8193
O, 1.8112, 3.2544, 10.2914
O, 8.5508, 5.6782, 9.7604
O, 11.1328, 2.2893, 19.5462
O, 5.463, 7.5796, 10.9675
O, 11.3907, 7.5834, 18.8202
O, 7.9085, 8.2018, 10.1269
O, 10.2243, 7.2072, 11.0624
O, 9.284, 4.1946, 14.9173
O, 8.829, 11.4867, 20.5647
O, 10.6251, 10.5636, 11.1972
O, 8.3865, 12.3015, 15.7753
O, 4.4442, 2.8791, 19.8141
O, 4.6577, 0.2328, 18.7771
O, 10.4415, 10.085, 18.9805
O, 6.815, 0.7164, 17.0913
O, 0.5761, 6.7338, 12.8765
O, 1.1225, 7.1372, 10.3445
O, 3.195, 7.1291, 12.5656
O, 3.9277, 9.5591, 19.7773
O, 6.8412, 5.2682, 14.708
O, 0.6633, 0.929, 16.6964
O, 1.5506, 11.765, 17.1885
O, 5.3996, 8.3174, 13.3476
O, 2.6795, 12.2506, 12.6659
O, 6.5276, 3.2229, 13.0496
O, 2.7934, 9.3181, 16.6598
O, 5.9778, 7.8962, 19.7542
O, 1.9447, 6.399, 19.7705
O, 1.4111, 9.6899, 19.1937
O, 9.5051, 9.7815, 15.4981
O, 3.161, 8.8863, 10.1988
O, 9.0096, 9.1039, 13.0358
O, 2.2203, 7.3299, 15.0211
O, 9.1376, 3.8766, 18.781
O, 4.7722, 7.9624, 15.8521
O, 7.3327, 0.9813, 11.8013
O, 8.1491, 6.3511, 19.2562
O, 5.9624, 5.0997, 9.6496
O, 6.9768, -0.9529, 19.0847
O, 11.0641, 2.2607, 10.0801
O, 9.1346, 2.5718, 12.8588
O, 9.7564, 11.5638, 13.5747
O, 6.5695, 4.2308, 18.7657
O, 6.0828, 10.0322, 10.0428
O, 1.3676, 10.8, 10.1534
O, 5.1959, 10.5094, 14.7563
O, 1.6333, 10.8897, 14.7613
O, 11.3416, 13.0507, 18.6848
O, 5.4118, 11.8822, 16.9679
O, 8.1375, 11.0524, 11.3822
O, 11.3131, 4.9949, 19.6548
O, 8.3878, 1.5563, 15.1575
O, 2.4343, 4.0532, 18.6205
O, 3.7661, 11.6544, 10.4428
O, 9.1578, 0.5851, 19.7422
O, 2.837, 2.6346, 12.7437
O, 3.6405, 12.6307, 15.0967
O, 7.7815, 3.3859, 10.7336
O, 5.1274, -0.1451, 11.965
O, 4.4235, 5.4913, 19.5377
O, 6.2101, 13.1295, 14.7445
O, 3.0959, 6.5731, 17.4148
O, 3.0014, 0.8969, 10.8309
O, 0.2719, 9.4335, 16.8458
O, 5.3111, 5.6182, 12.6842
O, 2.1774, 4.9575, 13.8637
O, 6.6384, 12.7103, 10.0159

Results
free energy: -166138.838 eV
free energy less fixed offsets of O -569.03, P -756.45, Si -635.61 eV per atom: -2.138 eV

Forces (eV/angstrom), in the order of the atoms: element, x, y, z
Si, -0.0148, -0.0123, -0.0671
Si, 0.0422, -0.0155, -0.0565
Si, -0.0237, 0.0066, -0.0475
Si, 0.0058, -0.0224, -0.0599
Si, -0.0044, 0.0132, -0.0742
Si, -0.0095, -0.0118, -0.0566
Si, -0.0131, -0.0049, -0.0518
Si, 0.0382, 0.0193, -0.064
Si, -0.0081, -0.0073, -0.0468
Si, -0.0155, 0.0002, -0.0511
Si, -0.0437, -0.0307, -0.0515
Si, 0.0222, -0.0152, -0.0475
Si, -0.0128, 0.0144, 0.0068
Si, 0.0107, 0.0052, 0.0069
Si, -0.0293, -0.0126, -0.004
Si, 0.0178, 0.0058, 0.0529
Si, -0.0094, -0.0165, -0.0295
Si, 0.012, 0.0031, -0.0043
Si, 0.0288, 0.0025, -0.0038
Si, -0.0326, 0.0043, -0.0273
Si, 0.0075, 0.0277, 0.0206
Si, 0.0047, 0, 0.0193
Si, -0.0047, 0.0108, -0.0121
Si, 0.007, -0.0024, 0.0113
Si, -0.0055, -0.0027, -0.0244
Si, 0.0031, 0.0094, -0.0279
Si, -0.009, 0.0122, -0.0267
Si, 0.0154, 0.0197, -0.0267
Si, 0.0006, 0.005, -0.017
Si, 0.0006, 0.0049, -0.0107
Si, 0.004, 0.0296, 0.0003
Si, -0.0253, 0.0183, -0.0018
Si, -0.0097, 0.0224, -0.0068
Si, 0.003, 0.0045, -0.0272
Si, 0.0041, 0.012, -0.011
Si, 0.0144, 0.0132, -0.0202
Si, -0.0039, 0.0089, 0.0075
Si, -0.001, -0.0032, 0.0011
Si, 0.0108, 0.0022, 0.0083
Si, 0.007, -0.0047, 0.0161
Si, -0.0162, -0.0033, 0
Si, 0.0133, -0.0014, -0.0084
Si, -0.0006, -0.0142, -0.0063
Si, 0.0249, -0.0095, -0.0135
Si, -0.0042, -0.0105, -0.0014
Si, 0.0008, -0.0101, 0.0051
Si, -0.0097, 0.0019, -0.0064
Si, 0.0158, 0.0027, -0.0051
Si, 0.0564, 0.1995, -0.17
Si, 0.0478, 0.1474, -0.1377
Si, 0.0641, 0.1208, -0.24
Si, 0.1269, 0.065, -0.168
Si, -0.0875, 0.0468, -0.1099
Si, 0.0836, 0.0304, 0.0181
Si, 0.0047, -0.1711, 0.3046
Si, 0.0893, 0.0417, 0.4421
Si, 0.0707, 0.0062, 0.1885
Si, 0.0111, 0.1831, -0.0531
Si, -0.098, 0.3035, 0.2804
Si, 0.0375, 0.2318, 0.0479
Si, -0.0669, -0.1363, -0.1355
Si, -0.0226, -0.206, 0.2066
Si, -0.1533, -0.2648, -0.0934
Si, 0.0599, -0.1238, -0.1877
Si, -0.1194, -0.0824, 0.1222
Si, -0.1319, -0.0021, -0.1613
Si, -0.0676, -0.0214, 0.0363
Si, -0.0031, -0.1515, -0.1263
Si, 0.0202, -0.0129, 0.1691
Si, -0.0656, -0.019, -0.0582
Si, 0.1446, -0.0062, -0.0639
Si, -0.0122, -0.1576, -0.051
Si, -0.0012, -0.0017, 0.014
Si, 0.0215, -0.0073, -0.0107
Si, -0.0231, 0.0004, -0.0044
Si, 0.0604, 0.009, 0.0015
Si, -0.0072, 0.01, 0.0019
Si, -0.051, 0.0016, -0.0082
Si, -0.0078, 0.0068, 0.0049
Si, 0.007, -0.0072, 0.008
Si, 0.0005, -0.0018, -0.0108
Si, -0.0182, 0.0043, 0.0027
Si, 0.0108, -0.0171, -0.0011
Si, -0.0025, 0.0059, -0.0068
Si, -0.0038, -0.0255, 0.0147
Si, -0.0177, -0.0037, -0.0016
Si, 0.0297, 0.0051, 0.0023
Si, -0.0095, -0.0063, 0.0103
Si, 0.0003, -0.0137, 0.02
Si, 0.0015, -0.0096, 0.0061
Si, 0.0008, -0.0116, 0.0285
Si, -0.0031, -0.0079, 0.0032
Si, -0.0111, -0.02, 0.0201
Si, 0.0032, -0.0169, 0.026
Si, 0.0103, 0.0104, 0.0339
Si, 0.0098, -0.0112, 0.0209
Si, -0.0107, -0.0304, 0.0324
Si, 0.0252, -0.0426, 0.009
Si, -0.0401, -0.0111, 0.0218
Si, -0.0023, 0.0132, 0.0131
Si, 0.0213, 0.0014, -0.0056
Si, 0.0274, 0.0017, -0.0131
Si, 0.0049, -0.0199, -0.0172
Si, 0.0433, -0.0052, 0.0388
Si, -0.0047, -0.0045, -0.0118
Si, -0.0526, -0.0187, 0.0087
Si, -0.0165, 0.0022, -0.044
Si, 0.0235, 0.0209, 0.0129
Si, -0.0986, 0.0122, 0.0658
P, 0.0129, 0.0414, -0.039
Si, 0.0715, -0.0065, 0.0736
Si, -0.0026, 0.018, 0.0662
Si, 0.0087, -0.0079, 0.0514
Si, -0.0297, -0.0266, 0.0708
Si, 0.0122, 0.0081, 0.0693
Si, -0.0216, 0.0043, 0.0375
Si, 0.017, 0.0089, 0.0576
Si, -0.0278, 0.0347, 0.0399
Si, 0, 0.0168, 0.047
Si, 0.033, -0.0002, 0.0694
O, -0.0265, -0.0177, -0.0045
O, 0.0246, -0.0027, -0.0301
O, -0.0063, -0.0173, 0.0051
O, 0.0174, -0.0216, -0.0016
O, 0.0026, -0.0086, -0.0105
O, 0.0179, 0.0081, -0.0151
O, -0.0196, 0.0419, 0.0142
O, -0.0077, -0.0135, -0.0213
O, 0.0262, -0.0045, -0.0294
O, -0.0227, -0.0127, -0.0279
O, -0.0296, -0.0046, -0.0151
O, -0.0003, 0.0138, 0.0086
O, 0.0097, 0.0095, -0.003
O, 0.0002, 0.0042, 0.0203
O, -0.0088, -0.0046, 0.0162
O, -0.002, -0.0002, -0.0066
O, 0.0088, 0.0057, -0.0026
O, 0.0403, 0.0053, -0.0027
O, -0.0108, 0.0148, 0.0055
O, 0.0089, 0.0155, 0.0174
O, -0.0036, 0.0135, 0.0313
O, 0.0254, -0.0001, -0.0048
O, -0.0384, 0.0171, -0.0124
Si, -0.0184, 0.0082, 0.0013
Si, -0.0002, 0.0017, -0.0004
Si, -0.0066, 0.0003, 0.0141
Si, 0.0053, -0.0045, 0.0058
Si, 0.007, -0.0044, -0.0028
Si, 0.0024, 0.0062, -0.0213
Si, 0.0019, -0.0053, 0.0014
Si, 0.003, 0.0002, 0.0017
Si, -0.0005, 0.0049, -0.0081
Si, -0.0013, 0.0003, 0.002
Si, -0.0013, 0.0057, -0.0012
Si, 0.0051, 0.0033, -0.002
Si, 0.0059, -0.002, -0.0046
Si, -0.0004, 0.0001, 0.003
Si, 0.0081, 0.0059, -0.0019
Si, 0.0216, 0.0068, -0.0057
Si, -0.0018, -0.0021, 0.0042
Si, -0.0077, 0.0053, 0.0305
Si, 0.0052, 0.0141, 0.0144
Si, -0.0032, 0.0019, -0.0074
Si, 0.0339, 0.0205, -0.007
Si, -0.006, -0.0065, 0.0011
P, -0.0104, 0.0077, 0.0307
Si, -0.0016, -0.0017, -0.0028
Si, 0.0001, 0.0093, -0.0026
Si, 0.0004, 0.0005, 0.0093
Si, 0.0037, -0.0003, 0.0027
Si, -0.0084, 0.0026, -0.0017
Si, -0.0085, -0.0013, 0.0062
Si, -0.0132, -0.0017, -0.0036
Si, 0.0093, -0.0088, 0.013
Si, -0.0164, -0.0303, 0.022
Si, 0.0073, -0.0048, 0.0017
Si, -0.0032, -0.0003, -0.0104
Si, -0.0045, 0.0059, 0.002
Si, -0.0066, -0.001, 0.0043
Si, 0.0106, -0.0058, 0.0122
Si, 0.007, 0.0002, -0.0002
Si, 0.0004, -0.0043, -0.0059
Si, 0.0053, 0.0002, 0.004
Si, 0.0028, 0.0001, -0.0031
Si, 0.0085, 0.007, -0.0023
Si, -0.0062, 0.0169, 0.0007
Si, 0.0007, -0.0027, -0.002
Si, -0.001, 0.0007, 0.0043
Si, -0.0057, 0.0042, -0.005
Si, 0.0093, 0.0052, -0.0315
O, 0.0022, -0.0009, -0.0081
O, -0.013, -0.0075, -0.0164
O, 0.001, -0.0143, -0.0231
O, 0.0054, -0.0071, 0.0069
O, 0.0197, -0.0042, 0.0198
O, 0.0034, -0.012, -0.0013
O, 0.0147, -0.0082, 0.0124
O, -0.0223, -0.0023, -0.0069
O, 0.0076, 0.0104, 0.0118
O, -0.0046, 0.0062, -0.031
O, 0.0063, 0.0127, 0.0033
O, -0.0033, -0.0023, 0.006
O, 0.012, 0.016, -0.0215
O, 0.0015, 0.0111, 0.0008
O, -0.0153, -0.0091, 0.0056
O, -0.0147, 0.0002, 0.0068
O, -0.0286, -0.003, -0.0262
O, -0.0203, 0.0016, 0.0169
O, 0.0045, 0.0134, -0.0225
O, 0.0195, 0.0104, 0.0194
O, -0.0156, -0.023, -0.0126
O, 0.0117, -0.0301, -0.0287
O, -0.0152, -0.0068, -0.005
O, -0.0065, 0.0087, -0.0175
O, 0.0006, 0.0231, 0.003
O, -0.0085, 0.0141, -0.0153
O, -0.0181, 0.0288, -0.0006
O, -0.006, -0.0212, 0.0089
O, 0.0207, -0.0129, -0.0008
O, -0.0049, -0.0277, -0.0186
O, 0.019, -0.007, -0.0218
O, 0.0053, -0.0104, 0.0113
O, -0.0014, -0.0163, 0.0272
O, -0.0107, 0.0004, 0.0311
O, 0.009, -0.0134, -0.0081
O, -0.003, -0.0083, -0.0274
O, -0.0188, -0.0042, -0.0151
O, -0.0069, -0.0008, 0.0249
O, 0.0097, 0.0095, 0.0097
O, 0.009, 0.0086, -0.0074
O, -0.0047, -0.002, -0.0254
O, 0.0024, 0.0087, 0.0344
O, -0.0071, -0.019, -0.0186
O, -0.0042, 0.001, 0.0083
O, 0.0012, 0.0215, -0.0127
O, -0.0066, -0.0008, -0.0143
O, -0.0033, 0.027, 0.0078
O, 0.0215, -0.0087, -0.0022
O, 0.0003, 0.0191, 0.0124
O, -0.0035, 0.0038, -0.0153
O, 0.0004, 0.0427, -0.0021
O, -0.0123, -0.0171, -0.0057
O, 0.0024, -0.0205, 0.0005
O, -0.0076, 0.0202, -0.0055
O, 0.0102, -0.0084, -0.0235
O, -0.0259, 0.003, 0.0225
O, -0.0127, -0.0272, 0.0037
O, 0.0041, 0.0142, 0.0155
O, 0.0247, -0.0186, -0.0039
O, -0.0005, -0.0024, -0.0024
O, 0.0018, 0.0004, 0.0111
O, 0.0281, 0.017, 0.0099
O, -0.0036, 0.0056, 0.0092
O, 0.0066, 0.0287, -0.021
O, -0.0047, -0.0138, 0.0003
O, -0.001, 0.0046, 0.0078
O, 0.0125, -0.0047, -0.0017
O, 0.0146, 0.0121, 0.0289
O, -0.0043, 0.0116, 0.013
O, 0.0145, -0.0202, 0.0117
O, 0.0076, 0.0184, -0.0034
O, 0.0019, -0.0195, -0.0161
O, -0.0086, 0.0063, 0.0152
O, -0.0289, 0.0113, -0.0139
O, -0.0115, -0.0246, -0.0161
O, -0.0185, -0.012, 0.028
O, 0.0026, -0.0002, -0.0013
O, 0.0043, -0.0116, 0.0177
O, 0.0031, 0.0073, 0.0326
O, -0.0045, -0.0071, 0.0091
O, 0.0174, -0.0016, -0.0021
O, 0.0206, -0.0503, -0.0146

The program warned: the cutoff lies below the one the program advises for these potential files; the exchange-correlation potential is rough where the density is thin.
